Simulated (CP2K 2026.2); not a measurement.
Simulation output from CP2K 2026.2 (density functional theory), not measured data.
Periodic cell of 528 atoms, Si368O160, from a study of silicon, its oxide and their interface. The atomic structure is a simulated model.
Doubt: the forces sum to 1.43 eV/angstrom along one axis rather than to zero, so they err by at least 0.0027 eV/angstrom per atom on average; the grid cutoff is modest.

Settings: functional PBE; method Gaussian and plane waves; basis set DZVP-MOLOPT-SR-GTH; pseudopotentials GTH-PBE; grid cutoff 350 Ry, relative cutoff 50 Ry; k points Gamma only; occupations fixed; spin none; net charge 0.

Cell vectors (angstrom)
a	15.3871	0	0
b	0	15.3871	0
c	4.8061	4.2627	39.5881

Atoms and the computed forces on them: element, x, y, z (angstrom), force x, y, z (eV/angstrom)
Si	16.105	4.243	31.51	0.341	-0.003	0.656
Si	15.722	7.248	30.863	-0.021	0.066	0.158
Si	16.27	12.316	31.357	0.207	-0.14	0.666
Si	17.048	15.883	33.695	0.253	-0.197	0.665
Si	19.306	4.272	33.651	-0.001	0.015	0.724
Si	5.048	8.17	31.521	-0.239	-0.044	0.658
Si	5.119	11.258	30.655	-0.058	-0.004	0.248
Si	5.267	16.255	30.491	-0.123	0.009	0.305
Si	8.139	3.966	31.692	0.347	0.054	0.707
Si	8.108	8.212	31.346	0.334	-0.203	0.544
Si	8.124	11.33	30.646	0.089	0.09	0.145
Si	8.298	16.27	30.848	0.032	-0.085	0.173
Si	13.198	3.606	31.122	-0.162	0.019	0.076
Si	12.882	8.159	31.411	-0.366	-0.131	0.45
Si	13.35	11.166	30.937	-0.14	-0.062	0.062
Si	12.712	15.918	31.598	-0.106	0.193	0.663
Si	5.233	3.99	30.979	-0.109	0.049	0.195
Si	19.454	8.116	33.618	-0.01	-0.025	0.044
Si	19.429	11.976	33.518	-0.197	-0.087	0.716
Si	4.081	15.801	33.45	-0.192	0.052	0.732
Si	8.717	17.663	34.874	-0.023	-0.005	-0.052
Si	9.284	8.022	33.408	-0.029	0.009	0.077
Si	9.297	11.981	33.441	0.224	-0.106	0.638
Si	9.389	15.722	33.666	0.246	0.204	0.679
Si	11.634	4.25	33.614	-0.127	-0.046	0.654
Si	11.729	8.042	33.458	-0.018	0.042	0.084
Si	12.389	13.812	34.756	0.046	-0.012	-0.019
Si	11.813	15.837	33.72	-0.016	-0.002	0.062
Si	16.966	4.221	33.682	-0.105	0.022	0.084
Si	17.034	8.102	33.542	0.185	-0.036	0.624
Si	17.019	11.974	33.544	0.022	0.025	0.056
Si	3.566	16.188	27.971	0.046	-0.032	0.071
Si	4.638	6.187	34.826	0.052	-0.002	-0.061
Si	4.654	10.06	34.796	0.021	0.016	-0.084
Si	4.691	13.895	34.735	0.046	0.04	-0.08
Si	4.681	17.711	34.754	0.04	-0.037	-0.091
Si	8.692	6.208	34.823	-0.041	-0.013	-0.046
Si	8.714	9.998	34.655	-0.046	0.003	-0.084
Si	8.75	13.81	34.847	-0.034	-0.039	-0.02
Si	9.24	4.235	33.705	-0.026	-0.016	0.022
Si	12.312	6.178	34.792	0.016	-0.016	-0.072
Si	12.322	10.006	34.699	0.036	-0.023	-0.082
Si	11.723	11.928	33.42	-0.137	0.03	0.622
Si	12.345	17.767	34.902	0.037	0.035	-0.066
Si	16.386	6.198	34.814	-0.033	0.019	-0.042
Si	16.409	10.036	34.758	-0.058	-0.023	-0.076
Si	16.433	13.885	34.807	-0.052	0.026	-0.057
Si	16.419	17.738	34.969	-0.044	-0.047	-0.048
Si	18.207	6.204	36.313	0.001	-0.022	-0.045
Si	18.217	10.056	36.277	-0.011	0.014	-0.045
Si	18.271	13.902	36.269	-0.017	0.006	-0.027
Si	18.297	17.726	36.34	-0.022	0.001	-0.024
Si	6.667	6.193	36.048	0.005	-0.003	0.026
Si	6.71	10.024	35.979	0.011	-0.008	0.009
Si	6.696	13.865	36.029	-0.014	-0.002	-0.013
Si	6.674	17.703	36.051	0.007	0.032	0.014
Si	10.515	6.195	36.304	-0.019	-0.019	-0.042
Si	10.511	10.024	36.203	0.008	0.025	-0.027
Si	10.59	13.81	36.293	0.03	-0.012	-0.022
Si	10.524	17.714	36.368	0.014	-0.017	-0.027
Si	14.351	6.193	36.032	0.001	0	0.012
Si	14.356	10.024	35.974	-0.003	-0.011	0.004
Si	14.396	13.855	36.029	0.012	0.024	-0.004
Si	14.37	17.735	36.122	-0.013	-0.003	0.03
Si	18.247	4.279	37.632	0.022	-0.004	0.058
Si	18.223	8.136	37.613	0.005	0.003	0.041
Si	18.236	11.975	37.598	0	0.014	0.029
Si	18.262	15.794	37.634	-0.011	0.005	0.062
Si	6.687	4.257	37.433	0.011	-0.016	0.002
Si	6.683	8.125	37.421	-0.013	-0.012	-0.004
Si	6.694	11.933	37.406	0.019	0.023	-0.002
Si	6.687	15.78	37.439	0.011	0.005	0.005
Si	10.52	4.276	37.64	-0.012	-0.019	0.049
Si	10.529	8.131	37.59	-0.014	0.013	0.015
Si	10.544	11.901	37.602	-0.002	0.01	0.043
Si	10.559	15.751	37.622	-0.004	-0.009	0.027
Si	14.374	4.287	37.467	0.008	-0.008	-0.011
Si	14.366	8.122	37.411	0.002	0.007	0.004
Si	14.381	11.93	37.412	-0.006	0.008	-0.004
Si	14.377	15.775	37.449	-0.009	-0.008	0.021
Si	4.82	4.272	38.898	0.004	0.013	-0.004
Si	4.806	8.122	38.878	0.017	-0.001	0.01
Si	4.817	11.942	38.868	-0.001	0.004	0.009
Si	4.828	15.784	38.908	-0.014	0.001	0.005
Si	8.557	4.263	38.895	-0.021	0.002	0.014
Si	8.567	8.115	38.867	-0.025	0.013	0.02
Si	8.572	11.941	38.864	-0.003	-0.008	0.022
Si	8.579	15.777	38.875	-0.007	0.002	0.002
Si	12.491	4.272	38.902	-0.006	-0.014	-0.001
Si	12.491	8.12	38.871	0.023	0.013	0.01
Si	12.507	11.926	38.875	0.004	-0.007	0.022
Si	12.508	15.777	38.906	0.016	-0.008	0.004
Si	16.271	4.265	38.891	-0.012	0.001	0.008
Si	16.25	8.119	38.871	-0.003	-0.002	0.002
Si	16.265	11.954	38.867	-0.019	0.001	0.007
Si	16.274	15.791	38.88	-0.005	0.007	0.011
Si	15.311	1.913	11.604	0.006	0.002	0.009
Si	15.372	5.784	11.586	0.013	-0.011	0.001
Si	15.318	9.592	11.58	-0.004	0	-0.004
Si	15.353	13.427	11.587	0.007	-0.001	0.005
Si	3.795	1.898	11.617	-0.001	-0.006	-0.014
Si	3.798	5.744	11.61	0.012	0.006	0.007
Si	3.825	9.606	11.546	0.001	0.013	-0.011
Si	3.813	13.488	11.63	0.014	-0.005	0.001
Si	7.612	1.896	11.538	0.008	-0.001	-0.001
Si	7.634	5.741	11.51	0.016	0.03	-0.008
Si	7.638	9.629	11.491	0.009	-0.011	-0.012
Si	7.634	13.482	11.566	0.022	-0.026	-0.023
Si	11.529	1.914	11.517	0.008	0.004	0.002
Si	11.523	5.778	11.472	-0.009	-0.005	-0.001
Si	11.528	9.62	11.467	-0.011	0.015	0
Si	11.495	13.49	11.493	-0.018	0.01	-0.016
Si	13.383	1.935	12.988	-0.031	-0.014	0.035
Si	13.408	5.835	12.876	-0.024	0.034	-0.003
Si	13.365	9.608	12.94	0.011	-0.004	-0.031
Si	13.382	13.444	12.88	-0.008	-0.025	-0.025
Si	1.846	1.887	12.963	0.011	-0.003	0
Si	1.882	5.737	13.014	0.018	0.004	0.036
Si	1.894	9.546	12.879	-0.004	-0.013	-0.017
Si	1.877	13.441	12.989	-0.009	-0.002	0.021
Si	5.73	1.868	12.982	0.008	-0.009	0.022
Si	5.753	5.727	12.936	0.01	-0.017	-0.014
Si	5.755	9.646	12.904	0.001	0.012	0.011
Si	5.754	13.503	13.008	-0.001	0.014	0.002
Si	9.58	1.9	12.805	-0.014	0.007	-0.019
Si	9.595	5.752	12.79	-0.03	-0.027	0.001
Si	9.598	9.648	12.765	-0.016	-0.012	-0.023
Si	9.591	13.522	12.865	-0.01	0.004	0
Si	13.373	15.312	14.286	-0.035	0.035	0.013
Si	13.369	3.969	14.26	0.013	-0.048	0.021
Si	13.35	7.698	14.336	0.051	0.029	0.009
Si	13.306	11.548	14.272	0.014	-0.004	-0.026
Si	1.787	15.382	14.367	-0.01	-0.009	-0.005
Si	1.824	3.775	14.372	0.011	-0.001	-0.015
Si	1.911	7.7	14.35	-0.043	-0.013	-0.032
Si	1.933	11.424	14.244	-0.007	0.024	-0.039
Si	5.752	15.393	14.469	-0.024	-0.016	-0.031
Si	5.73	3.792	14.327	-0.035	0.03	-0.042
Si	5.781	7.701	14.218	0.002	-0.049	-0.041
Si	5.776	11.55	14.325	-0.011	0.026	-0.042
Si	9.569	15.448	14.244	0.026	-0.053	0.002
Si	9.596	3.814	14.114	0.021	0.032	-0.021
Si	9.602	7.712	14.053	-0.01	-0.012	-0.051
Si	9.617	11.558	14.12	-0.002	0.006	-0.025
Si	15.203	15.389	15.761	0.053	0.034	0.061
Si	15.228	3.857	15.71	-0.008	-0.072	0.024
Si	15.42	5.806	17.026	0.048	-0.023	0.036
Si	15.309	11.52	15.445	0.039	0.024	-0.009
Si	3.712	15.291	15.727	0.057	-0.024	0.019
Si	3.79	17.198	17.095	-0.169	0.054	-0.767
Si	2.491	9.239	18.523	0.579	-0.071	-0.358
Si	3.854	11.367	15.673	-0.006	0.019	0.007
Si	7.787	15.489	15.791	-0.026	-0.008	0.047
Si	8.204	5.838	16.674	0.233	0.01	-0.451
Si	7.765	7.78	15.46	-0.033	-0.026	-0.007
Si	7.796	11.593	15.561	-0.041	0.021	0.013
Si	11.452	15.382	15.648	-0.007	-0.024	-0.016
Si	11.415	3.941	15.579	-0.056	0.038	-0.003
Si	10.765	9.6	16.936	-0.174	0.067	-0.602
Si	11.376	11.54	15.678	0.047	-0.029	0.059
Si	14.425	1.971	16.933	-0.189	-0.05	-0.716
Si	15.31	7.712	15.658	0.005	0	0.036
Si	15.268	9.722	16.895	-0.088	-0.236	-0.732
Si	15.615	13.322	16.873	-0.217	0.263	-0.726
Si	3.788	3.744	15.693	-0.004	-0.01	0.037
Si	3.948	5.723	16.921	-0.057	-0.02	-0.005
Si	3.934	7.682	15.637	0.01	0.02	0.03
Si	3.389	13.264	16.939	0.247	0.104	-0.732
Si	8.168	2.112	17.108	0.002	-0.071	-0.018
Si	7.76	3.839	15.543	-0.001	0.076	-0.008
Si	8.279	9.657	16.803	0.06	0.002	0.022
Si	8.411	13.47	16.89	0.269	0.108	-0.65
Si	10.248	2.37	18.369	0.057	-0.093	-0.827
Si	10.625	5.84	16.883	-0.019	-0.046	-0.113
Si	11.331	7.711	15.623	0.053	0.019	0.072
Si	11.645	13.237	19.254	0.432	0.091	-0.759
Si	13.977	13.5	19.526	-0.52	-0.153	-0.073
Si	13.94	6.065	18.817	0.332	-0.177	-0.553
Si	6.483	9.589	18.314	-0.103	0.015	-0.76
Si	14.929	16.505	19.827	0.088	0.033	-0.182
Si	2.613	16.569	19.705	-0.025	0.174	-0.132
Si	17.444	6.102	18.258	0.053	-0.247	-0.744
Si	4.321	9.502	17.101	0.052	0.029	0.018
Si	4.365	13.994	19.621	-0.002	-0.03	-0.01
Si	6.363	2.374	18.579	0.592	0.017	-0.387
Si	5.727	5.444	18.388	-0.149	0.269	-0.598
Si	5.114	9.643	22.242	0.01	-0.014	-0.184
Si	7.267	13.971	19.772	0.104	-0.116	-0.187
Si	11.962	1.99	16.807	0.101	-0.026	-0.044
Si	11.185	5.235	19.071	-0.228	0.313	-0.533
Si	12.975	9.046	18.908	-0.034	0.046	-0.018
Si	10.866	13.466	16.966	-0.036	0.049	0.03
Si	9.634	12.49	28.227	-0.016	-0.088	0.039
Si	12.044	12.384	26.339	-0.09	0.043	0.046
Si	16.671	13.877	24.024	0.014	0.019	-0.032
Si	15.258	12.028	22.096	0.03	-0.085	-0.07
Si	7.423	5.476	22.214	-0.018	0.079	-0.109
Si	16.137	5.431	20.781	0.002	0.047	-0.121
Si	4.05	13.748	22.537	-0.027	0.117	-0.063
Si	6.727	2.699	21.561	-0.009	-0.037	-0.114
Si	5.987	7.471	20.464	0.007	-0.074	-0.101
Si	4.615	9.359	25.138	0.058	-0.128	0.004
Si	6.692	4.806	25.227	0.012	0.018	0.018
Si	16.847	17.038	24.082	0.059	0.014	-0.05
Si	10.424	6.074	22	0.028	0.039	-0.251
Si	10.179	11.177	21.035	-0.013	0.136	0.102
Si	9.875	15.482	20.542	0.017	-0.062	-0.175
Si	8.073	13.09	25.655	0.213	0.024	0.013
Si	10.29	11.563	23.995	0.087	-0.047	-0.108
Si	15.651	15.295	31.096	0.039	0.036	0.211
Si	14.748	2.952	22.09	0.022	0.063	-0.045
Si	10.947	8.987	22.767	-0.026	0.087	0.001
Si	7.788	2.917	27.08	0.023	0.131	-0.049
Si	13.767	9.351	22.01	-0.036	0.029	-0.186
Si	15.868	3.179	26.528	0.036	-0.037	-0.047
Si	5.073	12.472	25.075	-0.107	0.025	-0.085
Si	11.927	3.799	23.246	-0.025	-0.102	-0.002
Si	16.31	8.975	28.222	-0.02	0.037	0.159
Si	18.044	13.512	26.691	0.05	-0.066	0.095
Si	9.291	4.61	29.019	-0.042	0.074	-0.002
Si	9.558	17.222	22.817	-0.014	0.014	-0.074
Si	4.924	3.08	26.652	0.045	-0.063	-0.106
Si	4.05	16.904	22.348	-0.129	-0.012	-0.09
Si	12.902	2.939	26.032	0.04	-0.052	0.102
Si	7.115	11.262	20.684	-0.033	-0.075	-0.12
Si	11.856	15.466	26.755	0.096	0.032	-0.036
Si	8.972	15.938	25.564	0	0.024	-0.031
Si	18.053	5.255	27.118	-0.038	0.019	0.036
Si	13.547	10.402	27.991	-0.065	-0.084	0.162
Si	16.359	7.734	22.721	-0.024	0.064	-0.064
Si	17.796	10.22	21.508	-0.156	-0.062	-0.068
Si	11.886	7.826	28.496	0.036	-0.018	0.145
Si	18.032	11.303	28.94	-0.011	-0.003	0.137
Si	16.469	17.471	29.204	-0.008	0.016	0.183
Si	8.92	7.437	28.384	-0.013	0.029	0.144
Si	10.697	15.16	29.455	-0.019	0.119	0.047
Si	6.264	7.463	27.005	0.105	-0.165	-0.024
Si	4.347	6.328	29.257	-0.059	-0.007	0.093
Si	17.401	7.722	25.609	0.014	-0.024	0.055
Si	12.291	4.769	28.555	0.02	0.151	-0.013
Si	15.384	13.46	0.659	-0.021	-0.002	0
Si	15.382	1.936	0.657	-0.014	-0.005	0.008
Si	15.377	5.771	0.659	-0.025	-0.001	0.007
Si	15.387	9.593	0.662	-0.019	-0.005	0.004
Si	3.779	13.447	0.645	0.029	0.006	0.005
Si	3.769	1.932	0.651	0.024	-0.003	0.01
Si	3.772	5.766	0.651	0.024	-0.005	0.003
Si	3.778	9.596	0.65	0.023	0.005	0.002
Si	7.683	13.457	0.658	-0.029	-0.007	0.011
Si	7.676	1.937	0.658	-0.037	-0.002	0.003
Si	7.687	5.761	0.666	-0.025	0.009	0.006
Si	7.684	9.586	0.662	-0.028	0.001	0.008
Si	11.47	13.456	0.654	0.016	-0.012	0.006
Si	11.469	1.932	0.652	0.043	0	0.005
Si	11.469	5.773	0.652	0.034	-0.003	0.009
Si	11.47	9.607	0.655	0.015	0.001	0.004
Si	1.89	13.455	2.043	0.002	-0.001	-0.001
Si	1.884	1.929	2.046	0	0.016	0.003
Si	1.884	5.768	2.045	0.004	-0.003	0.009
Si	1.891	9.601	2.047	-0.001	-0.005	0.004
Si	5.727	13.456	1.987	-0.004	0.002	-0.009
Si	5.721	1.925	1.989	-0.009	0.003	-0.01
Si	5.725	5.765	1.99	-0.001	0	-0.011
Si	5.727	9.601	1.992	0.002	0.001	-0.011
Si	9.578	13.458	2.046	0	-0.005	0.002
Si	9.575	1.926	2.042	0.001	0.004	0.004
Si	9.581	5.767	2.052	-0.009	0	0.008
Si	9.578	9.604	2.049	-0.003	-0.003	0
Si	13.426	13.458	1.988	0.004	0.007	-0.016
Si	13.424	1.928	1.987	0.005	0.002	-0.011
Si	13.422	5.768	1.991	0.004	-0.006	-0.012
Si	13.427	9.603	1.99	0.001	-0.01	-0.017
Si	1.887	15.384	3.388	0.006	0.005	-0.004
Si	1.885	3.846	3.399	-0.006	0	0.005
Si	1.888	7.685	3.404	0.006	0	0.004
Si	1.888	11.53	3.393	-0.005	-0.003	-0.003
Si	5.723	15.383	3.354	0.001	0	0
Si	5.721	3.843	3.363	-0.001	0.005	-0.003
Si	5.725	7.683	3.367	-0.006	-0.004	0.001
Si	5.726	11.532	3.356	-0.001	0	-0.001
Si	9.576	15.387	3.394	-0.002	0.002	0.005
Si	9.579	3.842	3.402	0.009	0.001	0.007
Si	9.577	7.687	3.409	0.006	-0.001	0.009
Si	9.575	11.533	3.397	-0.008	-0.006	0.006
Si	13.426	15.386	3.353	0.001	0.003	-0.002
Si	13.426	3.845	3.362	0.006	0.003	0.003
Si	13.426	7.687	3.368	-0.005	0	0.002
Si	13.428	11.532	3.357	0	-0.003	-0.003
Si	15.345	15.384	4.733	0.016	-0.004	-0.005
Si	15.343	3.843	4.741	0.019	-0.001	0.002
Si	15.345	7.688	4.747	0.017	-0.003	0.001
Si	15.346	11.533	4.737	0.018	0.002	-0.001
Si	3.81	15.383	4.74	-0.017	0.001	0.002
Si	3.81	3.841	4.748	-0.018	0.002	0.001
Si	3.814	7.684	4.753	-0.013	-0.001	0.003
Si	3.813	11.534	4.742	-0.013	0.001	-0.001
Si	7.638	15.385	4.733	0.004	0.002	0.001
Si	7.638	3.841	4.737	0.005	-0.003	-0.004
Si	7.638	7.687	4.748	0.003	0	0
Si	7.638	11.535	4.737	0.003	0.004	0.005
Si	11.513	15.386	4.735	-0.001	0.001	-0.001
Si	11.512	3.84	4.743	-0.007	-0.004	0.001
Si	11.511	7.687	4.749	-0.012	-0.003	0.004
Si	11.512	11.534	4.737	-0.007	0.001	-0.001
Si	15.354	13.46	6.094	-0.015	0.002	-0.005
Si	15.354	1.917	6.099	-0.018	0.006	-0.005
Si	15.355	5.762	6.105	-0.015	-0.004	0.003
Si	15.356	9.615	6.105	-0.018	0.005	0.003
Si	3.798	13.459	6.103	0.014	0.001	-0.003
Si	3.799	1.915	6.107	0.017	0.005	0.001
Si	3.801	5.759	6.114	0.017	0.001	0.002
Si	3.809	9.613	6.108	0.012	0.001	-0.002
Si	7.639	13.463	6.096	-0.008	-0.003	0.003
Si	7.637	1.918	6.099	-0.007	0.008	0.002
Si	7.641	5.758	6.104	-0.008	-0.005	0
Si	7.635	9.616	6.104	-0.008	-0.003	0.003
Si	11.509	13.462	6.095	0.008	-0.002	0.001
Si	11.512	1.916	6.105	0.009	0.001	0.004
Si	11.506	5.76	6.106	0.011	-0.004	0.006
Si	11.507	9.615	6.105	0.011	-0.007	0.006
Si	1.879	13.461	7.479	-0.013	-0.004	-0.006
Si	1.88	1.915	7.483	-0.005	-0.005	-0.003
Si	1.882	5.757	7.488	-0.001	0.004	0.001
Si	1.892	9.615	7.478	0.014	-0.002	-0.004
Si	5.716	13.462	7.461	-0.008	0.006	0.002
Si	5.715	1.914	7.469	-0.003	-0.001	0
Si	5.72	5.753	7.47	-0.002	-0.001	0.003
Si	5.719	9.617	7.481	-0.013	-0.002	0.001
Si	9.574	13.468	7.445	0.004	0.001	0.006
Si	9.571	1.918	7.447	0.003	-0.002	0.001
Si	9.571	5.756	7.456	-0.001	0.002	0
Si	9.567	9.62	7.451	-0.009	0.001	0.002
Si	13.437	13.461	7.451	0.012	0.002	-0.004
Si	13.442	1.917	7.464	0.02	-0.004	0.004
Si	13.435	5.758	7.458	-0.001	0.003	0.001
Si	13.436	9.617	7.462	0.003	0	0.004
Si	1.876	15.38	8.857	0.006	0.004	0.006
Si	1.88	3.831	8.862	0.003	0.004	0.01
Si	1.893	7.69	8.843	-0.004	0.01	0.005
Si	1.889	11.539	8.85	-0.001	0.009	0.005
Si	5.706	15.379	8.828	0.007	-0.001	-0.004
Si	5.703	3.831	8.834	0.007	0.006	-0.006
Si	5.717	7.677	8.822	0.001	-0.004	-0.003
Si	5.711	11.552	8.834	0.004	-0.001	0.004
Si	9.568	15.388	8.813	-0.001	0.002	-0.004
Si	9.573	3.831	8.82	-0.008	-0.005	-0.005
Si	9.564	7.69	8.801	0.001	-0.004	-0.004
Si	9.568	11.549	8.809	0.002	-0.005	-0.001
Si	13.451	15.377	8.816	-0.014	0.001	-0.001
Si	13.45	3.84	8.822	-0.009	-0.008	-0.002
Si	13.445	7.683	8.806	-0.001	-0.01	-0.005
Si	13.442	11.545	8.815	-0.004	0.001	-0.004
Si	15.341	15.371	10.232	-0.021	-0.005	0.004
Si	15.344	3.84	10.233	-0.016	0.004	0
Si	15.351	7.685	10.196	-0.007	0.015	0.003
Si	15.348	11.52	10.208	-0.018	-0.008	-0.002
Si	3.801	15.381	10.223	-0.007	0.007	0.009
Si	3.801	3.824	10.237	0	-0.007	0.013
Si	3.816	7.664	10.213	0.004	0.011	-0.002
Si	3.807	11.562	10.231	0.002	-0.001	0.003
Si	7.631	15.376	10.171	0.02	-0.003	-0.004
Si	7.632	3.817	10.169	0.023	-0.001	-0.007
Si	7.638	7.681	10.167	-0.007	-0.009	-0.006
Si	7.64	11.568	10.174	-0.001	0.012	-0.007
Si	11.517	15.399	10.14	-0.002	-0.009	-0.016
Si	11.52	3.835	10.156	-0.011	-0.004	-0.012
Si	11.508	7.695	10.125	-0.008	0.004	-0.015
Si	11.509	11.559	10.146	-0.01	0.004	-0.016
O	16.493	8.124	31.988	0.078	0.484	-0.173
O	16.362	16.185	32.234	0.102	0.61	-0.176
O	6.555	4.262	31.878	-0.104	0.358	0.38
O	4.029	4.296	32.005	-0.116	0.16	-0.425
O	6.593	7.624	31.534	-0.017	-0.476	0.049
O	4.547	12.038	31.953	0.147	0.421	-0.373
O	8.757	12.166	31.886	-0.179	0.247	-0.148
O	4.537	15.749	31.859	0.16	-0.347	-0.526
O	6.812	15.779	30.467	-0.01	-0.54	-0.31
O	8.793	15.476	32.16	-0.273	-0.426	-0.172
O	12.013	4.254	32.01	-0.32	0.148	-0.45
O	14.571	3.869	31.92	-0.169	-0.148	0.411
O	14.14	7.144	31.242	-0.086	-0.673	0.334
O	12.18	11.853	31.823	-0.389	0.293	-0.303
O	14.707	11.957	31.232	-0.035	0.236	0.21
O	14.097	15.075	31.465	-0.154	-0.33	0.074
O	16.489	16.331	20.187	-0.027	-0.104	0.548
O	14.825	2.062	18.522	0.039	0.527	0.31
O	13.992	9.813	17.911	-0.345	0.189	-0.076
O	16.617	9.924	17.776	0.065	0.542	0.046
O	14.721	12.968	18.187	-0.293	-0.272	0.122
O	17.185	13.332	17.335	-0.092	-0.099	0.151
O	2.657	1.984	18.289	-0.511	0.179	0.2
O	5.19	16.877	17.886	0.057	-0.369	0.131
O	2.621	9.99	19.935	-0.009	0.448	0.145
O	5.835	14.67	19.565	0.024	0.557	-0.258
O	4.208	13.028	18.338	0.193	-0.64	0.099
O	7.275	5.86	18.053	0.138	0.293	0.505
O	7.793	13.288	18.405	-0.163	-0.543	0.092
O	12.799	4.921	19.073	0.206	-0.516	-0.082
O	11.476	9.458	18.429	-0.26	-0.004	0.494
O	6.33	10.88	19.313	-0.138	0.436	-0.174
O	16.567	18.599	30.349	0.491	-0.193	-0.158
O	16.256	5.728	30.863	0.111	-0.083	-0.494
O	17.698	9.79	28.453	0.569	-0.127	-0.13
O	17.115	11.514	30.25	-0.066	-0.244	0.097
O	4.103	13.375	25.988	0.186	0.563	-0.071
O	16.42	13.89	30.997	0.337	0.043	-0.092
O	15.805	16.101	29.724	-0.083	-0.172	-0.631
O	17.972	17.249	28.685	0.234	0.472	0.149
O	15.545	17.875	27.947	-0.691	0.024	0.203
O	4.109	7.267	30.55	-0.438	-0.044	-0.074
O	5.466	17.672	22.493	0.077	-0.012	0.659
O	4.193	11.499	29.358	0.142	0.241	-0.458
O	5.104	9.68	30.959	0.171	-0.036	-0.306
O	5.09	4.968	29.716	0.151	-0.103	-0.537
O	8.634	4.876	30.46	0.113	0.65	-0.183
O	7.955	3.984	25.854	0.447	0.05	-0.206
O	8.726	7.645	29.971	0.277	-0.114	-0.077
O	8.046	9.809	31.146	0.074	0.194	0.245
O	6.606	11.804	30.34	-0.181	0.633	-0.166
O	8.302	17.825	31.216	0.238	-0.157	-0.117
O	9.347	16.022	29.651	-0.232	0.178	-0.425
O	11.911	7.994	30.115	-0.393	0.085	0.046
O	13.358	4.349	29.695	0.365	0.086	-0.206
O	8.512	13.038	27.211	-0.274	-0.008	0.256
O	13.033	11.148	29.35	-0.188	0.245	-0.08
O	12.936	17.404	30.958	-0.093	0.033	-0.462
O	11.569	15.116	30.797	-0.116	-0.488	0.005
O	10.827	11.899	27.311	0.081	-0.228	-0.12
O	14.226	17.178	21.1	-0.621	-0.318	0.242
O	13.112	7.455	18.676	-0.23	0.028	-0.342
O	14.864	6.201	20.138	-0.276	0.175	0.228
O	16.682	11.354	21.728	0.148	0.208	-0.062
O	14.912	8.261	22.268	-0.043	-0.192	-0.065
O	14.198	15.107	19.554	-0.479	0.028	-0.202
O	4.916	8.444	21.169	-0.595	-0.119	0.1
O	3.435	17.294	20.891	0.133	0.46	-0.172
O	7.007	6.903	21.579	0.171	0.331	0.369
O	17.52	7.667	18.76	-0.264	0.032	0.266
O	3.236	15.113	19.458	-0.379	-0.369	-0.074
O	4.149	13.2	21.013	0.141	-0.47	0.148
O	5.715	3.859	18.641	-0.442	0.004	0.108
O	6.627	17.355	20.124	0.133	-0.225	0.185
O	5.251	6.245	19.722	-0.593	-0.252	0.249
O	7.036	12.851	20.913	0.001	0.195	0.632
O	8.367	15.012	20.262	-0.272	0.189	0.397
O	9.999	15.845	22.098	0.336	-0.413	0.41
O	10.343	3.837	19.097	-0.148	0.129	0.348
O	10.776	2.869	22.594	0.053	-0.131	-0.27
O	9.016	5.318	22.14	0.051	-0.561	0.043
O	11.059	11.846	19.868	-0.03	-0.307	-0.053
O	10.986	14.398	20.176	0.313	0.089	0.485
O	16.893	13.409	25.557	-0.556	-0.094	0.266
O	16.827	17.654	25.585	0.447	-0.252	0.119
O	16.663	6.313	22.02	0.567	-0.302	0.302
O	10.259	13.668	29.105	0.268	-0.317	0.358
O	4.38	15.329	22.463	0.19	-0.069	-0.012
O	14.231	10.834	22.47	-0.22	0.156	0.356
O	15.447	13.054	23.343	-0.367	-0.02	0.272
O	8.932	5.853	28.069	-0.002	-0.232	-0.729
O	4.317	16.96	26.74	0.109	-0.139	-0.53
O	18.214	6.355	25.939	0.276	-0.034	-0.345
O	16.464	8.112	26.867	-0.452	-0.256	0.039
O	11.671	15.779	28.328	0.177	0.476	0.169
O	6.963	5.331	23.744	0.028	0.063	0.166
O	9.321	16.94	24.369	-0.001	0.324	0.207
O	4.581	10.956	25.254	-0.102	-0.018	0.019
O	12.544	8.879	22.951	0.088	-0.235	0.292
O	10.735	9.706	21.339	-0.043	-0.25	-0.371
O	17.954	13.546	23.114	-0.158	-0.409	-0.296
O	10.14	16.776	19.641	0.216	0.073	0.148
O	10.311	9.925	23.935	-0.048	-0.296	0.289
O	8.152	14.62	25.119	-0.223	0.052	-0.338
O	3.787	4.11	27.11	0.138	-0.004	0.392
O	8.114	16.791	26.63	-0.351	-0.149	0.436
O	15.127	10.076	28.076	0.131	0.363	-0.15
O	8.677	10.931	20.515	-0.091	-0.245	-0.077
O	15.697	17.78	23.25	-0.03	0.228	0.229
O	13.558	9.637	31.415	0.426	-0.104	0.377
O	17.722	12.363	27.771	-0.197	0.114	-0.026
O	6.251	3.038	27.6	-0.028	0.177	0.694
O	12.729	16.703	26.16	0.442	-0.214	-0.353
O	10.269	12.038	22.427	-0.145	0.643	0.035
O	12.788	8.976	27.812	-0.087	-0.111	-0.669
O	16.457	7.532	24.316	-0.338	-0.217	0.266
O	17.422	8.837	22.243	0.232	-0.245	0.327
O	14.449	3.342	25.775	0.053	0.317	-0.434
O	15.662	3.982	21.261	0.216	-0.05	0.097
O	10.868	4.522	29.253	0.045	-0.194	0.586
O	16.597	4.585	26.891	-0.249	0.544	-0.029
O	5.575	8.679	26.223	0.152	0.294	0.183
O	10.267	7.542	22.655	-0.281	0.113	0.427
O	2.95	17.287	23.478	0.132	0.405	0.396
O	10.364	8.04	27.979	-0.01	0.479	-0.585
O	7.704	8.029	27.508	0.026	0.356	-0.139
O	6.383	6.121	26.117	-0.044	0.04	0.042
O	18.076	14.961	27.406	-0.287	0.112	-0.091
O	15.947	7.978	29.444	0.195	-0.315	-0.226
O	10.832	6.088	20.419	0.1	0.405	0.061
O	5.464	3.713	25.245	-0.382	0.013	-0.604
O	3.836	10.634	22.152	0.008	0.517	0.258
O	12.409	3.746	27.331	-0.247	-0.182	-0.025
O	12.455	13.962	26.521	0.393	0.112	0.053
O	17.282	5.237	19.645	0.217	-0.462	0.162
O	3.092	8.874	25.31	-0.364	0.471	0.085
O	5.348	7.112	28.278	-0.041	0.283	0.136
O	13.413	3.609	22.671	0.182	0.382	0.116
O	6.724	4.304	21.356	-0.453	0.077	-0.303
O	10.372	15.407	26.142	-0.218	-0.519	-0.036
O	6.57	12.574	25.604	-0.008	-0.129	0.138
O	11.988	3.478	24.821	-0.347	-0.052	0.216
O	12.432	6.332	28.123	0.295	0.069	-0.357
O	13.359	9.404	20.434	-0.157	0.006	0.193
O	8.764	3.274	28.305	0.032	-0.359	0.042
O	8.976	12.107	24.744	-0.157	-0.252	-0.057
O	13.278	11.412	26.751	0.276	0.135	-0.496
O	14.662	12.833	20.831	0.127	0.16	0.14
O	6.475	10.463	21.929	0.369	0.17	0.541
O	8.145	17.72	22.228	0.051	-0.083	0.085
O	5.056	12.985	23.538	0.573	-0.253	-0.287
O	5.199	17.864	30.459	0.047	0.126	-0.46
O	9.002	11.44	29.287	0.37	-0.292	-0.295
O	5.214	8.965	23.692	0.164	-0.488	-0.091
O	11.59	12.122	24.797	0.283	0.233	-0.21
O	4.575	15.68	29.143	0.008	-0.304	-0.277
O	11.529	5.32	22.898	0.249	0.239	0.396
O	18.308	6.017	28.538	-0.333	0.079	0.222
O	16.451	15.473	24.052	-0.43	0.074	0.148
O	6.744	8.328	19.32	0.449	-0.313	-0.11

Results
total energy: -109522.975 eV
total energy less fixed offsets of O -438.35, Si -107.03 eV per atom: 0.065 eV
